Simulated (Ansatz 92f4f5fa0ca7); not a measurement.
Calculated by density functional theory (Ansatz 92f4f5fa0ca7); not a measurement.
Periodic cell of 240 atoms, Si148O92, from a study of silicon, its oxide and their interface. The atomic structure is a simulated model.
Doubt: the cutoff is far below the 930 eV that the study's wrapper takes by default for these files, so forces and energies are approximate.
This geometry differs little from another in the collection (a relaxation step or a small displacement).

Settings
functional: PBE
potential files: Ansatz PAW
basis: plane waves
wave-function cutoff: 580 eV
density cutoff ratio: 5
exchange-correlation grid ratio: 1
k mesh: 1 x 1 x 1, Gamma-centred
self-consistency stop: 5e-08 eV per atom in the density residual
occupations: fixed
spin: none
net charge: 0

Cell vectors (angstrom)
a	11.6015	0	0
b	0	10.938	0
c	0	0	32.9984

Atoms: element, x, y, z (angstrom)
Si	-0.1969	-0.0358	24.5063
Si	3.9398	-0.1773	24.5195
Si	7.8418	0.0205	24.5118
Si	1.9097	1.0311	24.2583
Si	5.8261	1.1714	24.2486
Si	9.6436	1.5458	24.4801
Si	0.0932	5.7574	24.0975
Si	3.92	5.453	24.2125
Si	7.7969	5.3684	24.4315
Si	2.0962	7.0303	24.1345
Si	5.9022	6.7365	24.254
Si	9.6372	6.8615	24.2992
Si	1.924	2.6844	26.0814
Si	5.8213	2.7278	26.1174
Si	9.7362	2.8866	26.3458
Si	0.0849	4.2146	26.0645
Si	3.8617	4.0676	26.1587
Si	7.7412	4.0889	26.3678
Si	1.972	8.2096	26.2364
Si	5.8481	8.1696	26.2078
Si	9.6848	8.1854	26.2918
Si	0.0094	9.5337	26.3877
Si	3.9147	9.4891	26.4393
Si	7.7654	9.5377	26.3691
Si	0.0331	0.0303	28.2264
Si	3.8841	0.0498	28.2226
Si	7.7469	0.0499	28.2046
Si	1.9459	1.4021	28.1177
Si	5.8079	1.3968	28.1221
Si	9.7113	1.3806	28.1766
Si	0.0451	5.45	28.1183
Si	3.8668	5.4359	28.1257
Si	7.7284	5.4969	28.2232
Si	1.9506	6.8183	28.1517
Si	5.7966	6.8128	28.153
Si	9.6926	6.7897	28.1806
Si	1.9336	2.7345	30.0991
Si	5.8008	2.7345	30.0991
Si	9.6679	2.7345	30.0991
Si	0	4.1018	30.0991
Si	3.8672	4.1018	30.0991
Si	7.7343	4.1018	30.0991
Si	1.9336	8.2035	30.0991
Si	5.8008	8.2035	30.0991
Si	9.6679	8.2035	30.0991
Si	0	9.5708	30.0991
Si	3.8672	9.5708	30.0991
Si	7.7343	9.5708	30.0991
Si	0	0	32.0327
Si	3.8672	0	32.0327
Si	7.7343	0	32.0327
Si	1.9336	1.3673	32.0327
Si	5.8008	1.3673	32.0327
Si	9.6679	1.3673	32.0327
Si	0	5.469	32.0327
Si	3.8672	5.469	32.0327
Si	7.7343	5.469	32.0327
Si	1.9336	6.8362	32.0327
Si	5.8008	6.8362	32.0327
Si	9.6679	6.8362	32.0327
Si	1.9336	2.7345	0.9679
Si	5.8008	2.7345	0.9679
Si	9.6679	2.7345	0.9679
Si	0	4.1018	0.9679
Si	3.8672	4.1018	0.9679
Si	7.7343	4.1018	0.9679
Si	1.9336	8.2035	0.9679
Si	5.8008	8.2035	0.9679
Si	9.6679	8.2035	0.9679
Si	0	9.5708	0.9679
Si	3.8672	9.5708	0.9679
Si	7.7343	9.5708	0.9679
Si	-0.048	0.0012	2.907
Si	3.8075	-0.0549	2.9505
Si	7.7424	-0.0357	2.9723
Si	1.8958	1.3247	2.8973
Si	5.7789	1.2698	2.847
Si	9.6774	1.4147	2.95
Si	-0.0132	5.5194	2.8127
Si	3.8491	5.4821	2.9274
Si	7.729	5.5044	2.9019
Si	1.9137	6.8441	2.8331
Si	5.7716	6.8619	2.9492
Si	9.6559	6.8588	2.8892
Si	1.9344	2.7703	4.7637
Si	5.8715	2.7339	4.6514
Si	9.8244	2.8473	4.8908
Si	0.1761	4.3269	4.8103
Si	3.9026	4.0075	4.8023
Si	7.7967	4.0492	4.7581
Si	1.7507	8.1684	4.7686
Si	5.6918	8.1821	4.947
Si	9.6379	8.1233	4.8872
Si	-0.1098	9.6226	4.8727
Si	3.7119	9.505	4.9237
Si	7.684	9.5244	4.9559
Si	0.0412	0.0936	6.8473
Si	3.7568	0.1755	6.7016
Si	7.6998	0.104	6.8521
Si	1.8373	1.611	6.8406
Si	5.7124	1.4265	6.5446
Si	9.6751	1.4859	6.8744
Si	0.0134	6.234	7.9182
Si	3.3687	5.353	6.6891
Si	7.8028	5.0401	6.8785
Si	1.3075	6.2094	6.0286
Si	5.1775	6.8504	6.8657
Si	9.4909	6.723	6.8628
O	6.4071	5.8294	7.3337
O	4.7826	7.8815	8.0972
O	0.4279	10.0402	8.1393
O	5.3199	2.4997	7.7853
O	0.0922	7.5037	8.9638
O	8.7414	7.9253	7.7317
O	9.6391	2.5782	8.1694
O	7.658	10.2279	8.3279
O	3.9687	10.5673	8.2517
O	1.7146	2.5159	8.2663
O	3.0666	4.7607	8.2351
O	12.028	4.8587	8.7815
O	4.0047	4.424	22.8871
O	4.2427	9.6516	23.3034
O	6.7613	7.5784	20.1555
O	6.1029	7.3674	22.7199
O	9.3911	7.7	22.8576
O	-0.7286	9.7657	23.3955
O	7.679	4.2859	23.1545
O	9.628	2.4263	23.0452
O	8.1211	10.0196	23.1558
O	5.7757	1.4622	22.6089
O	1.974	1.579	22.673
O	0.1344	5.1342	22.553
Si	6.203	1.9515	21.1102
Si	11.4859	9.0776	9.3423
Si	8.0026	7.8789	11.6511
Si	1.805	11.6451	21.2916
Si	8.4178	-0.4919	13.1253
Si	1.1372	4.5743	14.8534
Si	5.2186	12.9977	16.56
Si	-0.6626	6.9717	16.0257
Si	-0.6882	-0.7229	20.1973
Si	5.7074	2.5321	9.3677
Si	4.5811	7.9435	9.7198
Si	7.5381	8.0512	18.8145
Si	1.7311	3.3448	19.828
Si	-3.1688	3.5889	8.6746
Si	2.7698	4.082	12.13
Si	3.5172	9.7171	13.8144
Si	8.4935	8.9594	8.942
Si	7.4492	3.8399	15.5074
Si	4.3649	10.7446	9.8178
Si	-0.8777	7.4841	19.0965
Si	4.2606	4.3899	21.2624
Si	5.5626	7.2323	21.1821
Si	1.8233	3.9923	9.0061
Si	6.7208	0.2461	18.496
Si	9.6648	11.5539	17.7364
Si	3.3486	9.0504	22.0799
Si	8.6484	3.4111	22.1655
Si	7.7169	6.7645	16.0256
Si	8.3562	4.9379	11.3757
Si	10.5722	9.9493	15.4375
Si	1.742	11.4398	15.3788
Si	2.5187	13.9242	16.985
Si	3.6859	12.546	13.7137
Si	6.3243	8.6437	13.919
Si	10.2034	2.8183	15.6382
Si	2.2936	9.2597	11.0923
Si	5.253	5.1431	11.0033
Si	-2.9954	13.4056	13.1944
Si	-0.5572	4.9462	21.0825
Si	9.4953	9.3163	22.6299
O	9.3415	6.6357	15.8396
O	2.8187	4.3414	20.5143
O	2.7208	-0.8217	15.2042
O	3.0077	18.9733	10.2288
O	7.6659	8.1388	10.0772
O	2.5039	9.05	12.7056
O	0.2514	3.7355	20.3629
O	-0.3463	6.9734	17.6341
O	7.3382	13.9938	14.0638
O	0.3129	11.0289	21.1741
O	16.811	9.3862	10.2317
O	9.6146	9.7541	21.0729
O	2.2314	8.0434	22.7866
O	2.762	10.3235	21.2465
O	4.1737	22.0218	13.1684
O	5.6411	0.6584	17.3153
O	9.7707	10.1798	16.8468
O	5.029	3.854	10.0167
O	5.1245	3.1135	20.742
O	8.3388	11.9569	12.4634
O	2.9595	10.6995	10.6555
O	8.8359	-4.48	11.8065
O	0.013	3.4884	15.2833
O	0.2131	10.9753	15.3298
O	7.0064	9.5732	18.4995
O	9.7948	2.1004	14.2388
O	7.1332	8.0048	15.163
O	2.1028	1.7677	20.0939
O	6.642	7.7767	12.5602
O	5.061	5.7302	20.8226
O	1.6758	-7.351	18.2261
O	-4.2642	2.6129	9.4385
O	1.6566	4.5305	13.2761
O	6.738	4.898	11.64
O	4.2858	8.2465	21.0214
O	8.817	-1.7219	12.1206
O	-2.4563	-3.0393	19.0501
O	-0.5624	6.3098	20.187
O	0.7051	9.3111	10.7341
O	-0.0606	8.8529	19.5243
O	-0.4406	8.444	15.3637
O	-2.5596	3.6992	12.205
O	2.0008	12.3837	16.6828
O	7.7255	2.5371	21.1544
O	8.1295	11.917	18.1096
O	6.9227	10.1569	13.7277
O	2.0942	12.4035	14.1057
O	2.0702	3.8717	10.6397
O	8.8481	4.7021	9.8216
O	4.7205	-2.2591	14.1785
O	10.3537	23.7134	16.9182
O	9.0036	25.729	16.0195
O	7.0096	5.4045	15.4539
O	0.4207	6.0069	15.2424
O	9.9192	9.4585	9.5684
O	9.5472	10.3228	14.2623
O	4.0809	13.7787	17.4275
O	-1.0954	0.3821	19.0911
O	5.1992	12.109	10.1171
O	3.9682	5.2063	12.0183
O	4.6245	1.8912	15.0348
O	6.5193	3.0285	16.5478
O	5.2746	-4.3498	10.2685
O	3.6447	2.757	12.576
O	2.4165	4.0988	15.7698
O	6.1804	0.7816	19.9583
O	9.5067	4.446	21.2571
O	7.2329	7.0452	17.5605

Results
free energy: -146403.850 eV
free energy less fixed offsets of O -568.88, Si -635.61 eV per atom: 3.390 eV

Forces (eV/angstrom), in the order of the atoms: element, x, y, z
Si	0.0075	0.082	-0.0376
Si	-0.0368	0.0631	0.0075
Si	-0.0565	0.088	-0.0234
Si	0.0058	0.0007	0.0572
Si	0.0124	-0.0426	0.0401
Si	0.039	-0.1058	-0.0194
Si	0.1074	0.0204	0.0087
Si	-0.0491	0.0061	0.0522
Si	0.0039	0.1028	0.0246
Si	-0.0417	-0.0652	0.099
Si	0.032	-0.0706	0.0427
Si	-0.0476	-0.0771	-0.0445
Si	0.0148	-0.0425	-0.1007
Si	-0.0345	-0.0771	-0.039
Si	0.0366	-0.0274	-0.0073
Si	-0.0238	0.0388	-0.0388
Si	0.0115	0.0522	-0.0363
Si	-0.0059	0.0573	-0.0275
Si	-0.0154	-0.1481	-0.0878
Si	0.0111	-0.1086	-0.0329
Si	-0.027	-0.101	-0.0091
Si	0.0285	0.1036	-0.0222
Si	0.0184	0.1073	-0.0257
Si	-0.0009	0.0707	-0.0464
Si	0.0116	-0.0634	0.029
Si	-0.0103	-0.0747	0.0448
Si	0.0154	-0.06	0.0482
Si	-0.0024	0.0393	0.0361
Si	0.0205	0.0787	-0.0228
Si	-0.0307	0.0387	0.0246
Si	-0.04	-0.0541	0.0252
Si	0.009	-0.0497	0.0222
Si	0.0056	-0.0586	0.0304
Si	0.0088	0.0552	0.0406
Si	-0.0189	0.0533	0.0264
Si	0.0313	0.0442	0.0308
Si	0.0053	0.0685	-0.1496
Si	0.0216	0.0622	-0.1965
Si	0.039	0.0789	0.1384
Si	0.0509	-0.0132	-0.2407
Si	0.0107	-0.0265	-0.1091
Si	-0.0308	-0.077	0.241
Si	0.0532	-0.0649	-0.1758
Si	-0.0973	0.0155	-0.2202
Si	0.0652	-0.052	-0.1003
Si	0.0522	-0.0085	0.3099
Si	-0.014	0.0917	0.2797
Si	0.0122	0.0756	0.095
Si	0.0103	-0.0101	0.0797
Si	0.0132	0.0195	0.0945
Si	-0.0046	0.0296	0.0939
Si	0.0054	-0.1105	-0.0483
Si	-0.0148	-0.0273	-0.1055
Si	-0.0125	-0.0659	0.0119
Si	0.0118	0.0409	-0.1148
Si	-0.0208	0.0868	-0.0398
Si	-0.0081	-0.0303	-0.0122
Si	-0.0238	0.0006	-0.0129
Si	0.0196	-0.0869	0.0226
Si	0.0119	-0.0354	0.062
Si	-0.0336	-0.0484	0.0989
Si	-0.0322	-0.1777	-0.0716
Si	-0.0457	0.015	0.1246
Si	-0.0567	-0.1296	-0.3215
Si	-0.0065	0.0425	0.2209
Si	-0.0136	0.1101	0.1508
Si	0.1045	0.2204	-0.5109
Si	-0.0176	0.0462	0.2585
Si	-0.0399	0.1427	-0.1634
Si	-0.0734	-0.0155	0.0607
Si	-0.0948	-0.0419	0.0861
Si	0.1653	0.0408	0.2337
Si	-0.019	-0.0631	-0.0458
Si	0.0144	-0.0885	-0.0187
Si	0.0279	-0.0533	0.0024
Si	-0.0058	0.0855	-0.0125
Si	-0.0134	0.0825	-0.0368
Si	-0.0237	0.0425	0.016
Si	-0.0093	-0.0916	0.0343
Si	0.0251	-0.0771	-0.0119
Si	-0.0251	-0.0379	-0.0204
Si	-0.0071	0.044	0.0295
Si	-0.0004	-0.0058	0.0076
Si	0.0035	0.0346	0.034
Si	-0.0412	-0.1386	0.0836
Si	0.006	-0.0825	-0.0246
Si	-0.0334	-0.1178	0.0306
Si	0.0381	0.1452	-0.056
Si	-0.0003	0.2149	0.0479
Si	0.0573	0.0663	0.0773
Si	-0.1174	-0.0354	-0.0137
Si	-0.0313	0.0482	-0.127
Si	-0.0434	0.0017	-0.027
Si	0.0359	0.0294	0.0572
Si	0.0975	0.0708	0.0518
Si	0.0721	0.0562	0.0706
Si	-0.0175	0.0808	-0.0193
Si	-0.0944	0.0807	-0.0021
Si	-0.0432	0.116	-0.0212
Si	0.0483	-0.0785	-0.0562
Si	0.0828	-0.1148	0.0344
Si	-0.0102	-0.0833	-0.0155
Si	-0.2125	-0.0238	0.2623
Si	0.0117	-0.0067	-0.0756
Si	-0.0341	0.0344	-0.0504
Si	0.1088	-0.109	-0.0947
Si	0.1393	-0.188	0.3248
Si	0.0322	-0.1143	0.0356
O	-0.1231	0.1453	-0.098
O	0.0073	-0.0853	-0.0968
O	-0.022	-0.0493	0.0129
O	-0.0181	0.0148	-0.0011
O	0.0214	0.0763	-0.0111
O	0.0373	0.0222	-0.0031
O	-0.0309	0.0579	-0.0013
O	0.0409	-0.0754	0.0042
O	0.0304	-0.0143	0.021
O	-0.007	0.0688	0.0532
O	-0.0112	0.0171	0.0115
O	0.0232	0.0899	-0.157
O	0.0148	-0.0279	-0.0222
O	0.0059	-0.0269	-0.0052
O	0.0025	0.0026	0.0261
O	0.004	0.0387	-0.0417
O	0.006	0.0116	0.0281
O	-0.0242	-0.0044	0.0408
O	0.0216	-0.0209	0.0024
O	-0.031	0.0385	0.0153
O	0.0271	-0.0134	0.0215
O	-0.0034	0.0086	-0.0594
O	-0.0079	-0.0078	-0.019
O	-0.0649	0.0058	-0.0162
Si	-0.0098	0.0161	0.0057
Si	0.0188	-0.0369	-0.0225
Si	-0.0037	-0.0357	0.0501
Si	0.0043	-0.0048	-0.0356
Si	-0.0043	0.0004	0.0101
Si	0.0185	-0.0062	-0.0319
Si	-0.0068	-0.0214	-0.0087
Si	0.0015	0.0103	0.0313
Si	0.0322	0.0066	-0.0445
Si	0.0135	0.0032	0.0139
Si	-0.0258	0.0032	0.0129
Si	0.0011	0.0063	-0.0156
Si	0.004	0.0258	0.0026
Si	0.0404	0.0106	-0.03
Si	0.021	0.0232	0.0113
Si	0.0005	-0.0205	-0.0182
Si	0.0161	0.0376	-0.0198
Si	-0.0038	-0.0094	-0.014
Si	0.0266	-0.002	0.0038
Si	0.0079	0.0011	-0.0046
Si	0.0005	0.0199	-0.0207
Si	-0.0406	-0.0263	-0.0368
Si	-0.0192	-0.0299	-0.0141
Si	0.0102	-0.0016	-0.014
Si	-0.0081	-0.0173	0.0018
Si	-0.0417	-0.0232	0.0152
Si	0.0139	-0.0122	-0.0163
Si	-0.02	0.0231	0.0098
Si	0.0143	-0.0046	0.0107
Si	-0.0373	0.006	0.0091
Si	0.0056	0.002	0.0102
Si	-0.0105	0.0124	0.0336
Si	0.0111	0.0274	-0.0088
Si	0.0043	-0.0154	-0.0023
Si	0.001	-0.0225	0.0124
Si	0.0146	-0.0047	0.0162
Si	0.0038	-0.0012	0.0228
Si	0.001	0.0178	-0.0201
Si	-0.0134	-0.0265	-0.0037
Si	-0.0054	-0.0236	0.0148
O	0.0021	-0.0062	-0.0122
O	-0.0004	-0.0028	0.0181
O	-0.0101	0.0022	0.0164
O	0.016	0.0183	-0.0298
O	0.0048	-0.0121	-0.0087
O	0.0226	0.0149	0.0161
O	0.0027	-0.012	0.0176
O	0.0036	-0.0065	-0.0336
O	-0.0046	0.0012	0.0107
O	-0.0002	0.0001	0.0192
O	-0.0054	-0.0062	-0.0423
O	-0.0045	0.0041	-0.0041
O	0.0485	0.0976	-0.1114
O	-0.0219	0.0265	0.0116
O	-0.0049	0.0027	-0.0042
O	-0.0116	0.012	-0.0128
O	0.0081	-0.0008	-0.0232
O	0.0067	0.0445	-0.0124
O	-0.0024	-0.0197	0.0323
O	0.0045	0.0057	-0.0083
O	-0.0269	-0.0272	-0.0241
O	-0.0137	0.0139	-0.0252
O	-0.001	0.0066	0.0021
O	0.0051	-0.0087	-0.0025
O	0.0005	-0.0107	0.0149
O	0.0099	0.0023	-0.0005
O	0.0132	-0.019	0.0089
O	-0.0024	-0.0193	0.0284
O	0.0027	0.0199	-0.0057
O	0.0172	0.0293	0.0372
O	0.0097	-0.007	-0.0401
O	-0.0296	-0.003	-0.0021
O	-0.0259	0.0095	0.0327
O	-0.0091	-0.0099	-0.0342
O	0.0443	-0.0281	0.0155
O	-0.0049	0.0118	-0.0208
O	-0.0178	-0.01	0.0064
O	-0.0048	0.0121	0.0295
O	0.0072	0.0156	-0.0228
O	-0.0013	-0.0081	0.0183
O	0.0037	-0.0056	-0.0148
O	-0.0082	-0.0175	-0.0048
O	0.0007	-0.0126	0.0016
O	-0.0037	-0.0168	0.0223
O	0.0024	-0.0011	0.0048
O	0.0115	0.0064	-0.0093
O	-0.0103	-0.0165	-0.0034
O	0.0144	-0.0132	-0.0178
O	-0.0132	0.0233	0.0413
O	-0.0052	0.0087	-0.0048
O	0.0043	0.0178	-0.0112
O	-0.0036	0.0103	0.0003
O	0.0055	-0.0036	-0.0018
O	-0.0032	0.0013	-0.0031
O	-0.0252	-0.0196	-0.0458
O	0.0303	0.0021	0.006
O	-0.0022	0.0026	-0.009
O	-0.0111	0.0027	0.0052
O	-0.0153	-0.0137	-0.0342
O	-0.0083	-0.0059	-0.0198
O	0.0064	-0.0013	0.0023
O	0.0055	0.0065	0.0065
O	0.0019	-0.01	-0.0257
O	0.0016	-0.0303	0.0056
O	0.002	0.0056	-0.0031
O	0.0076	-0.0062	0.0249
O	0.0229	0.0146	0.0261
O	0.0115	-0.0123	-0.0166

The program warned: the cutoff lies below the one the program advises for these potential files; the exchange-correlation potential is rough where the density is thin.
